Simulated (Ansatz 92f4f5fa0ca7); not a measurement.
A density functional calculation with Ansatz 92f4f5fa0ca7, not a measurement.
Periodic cell of 223 atoms, Si131O90As2, from a study of silicon, its oxide and their interface. The atomic structure is a simulated model.
Doubt: the cutoff is far below the 930 eV that the study's wrapper takes by default for these files, so forces and energies are approximate.
This geometry differs little from another in the collection (a relaxation step or a small displacement).

Settings: functional PBE; potential files Ansatz PAW; basis plane waves; wave-function cutoff 580 eV; density cutoff ratio 5; exchange-correlation grid ratio 1; k mesh 1 x 1 x 1, Gamma-centred; self-consistency stop 5e-08 eV per atom in the density residual; occupations fixed; spin none; net charge 0.

Cell vectors (angstrom)
a  10.938  0  0
b  0  10.938  0
c  0  0  32.1988

Atoms and the computed forces on them: element, x, y, z (angstrom), force x, y, z (eV/angstrom)
Si  10.587  0.2292  24.8676  -0.0028  0.0135  -0.0271
Si  5.7329  10.6836  24.7433  -0.0109  -0.0001  0.0093
Si  2.4759  2.92  24.6439  -0.0093  -0.0103  -0.0119
Si  8.4209  2.473  24.8267  0.003  0.0047  0.0166
Si  0.2701  5.1717  24.7551  -0.0145  -0.0021  0.0097
Si  5.1487  5.7554  24.692  0.0157  0.0064  -0.0098
Si  2.9299  8.0128  24.5982  -0.0004  0.0206  -0.0147
Si  7.9361  8.4384  24.7377  -0.0086  -0.0028  -0.01
Si  1.3291  1.3859  26.0414  -0.012  0.0062  0.0117
Si  6.8386  1.3178  26.1174  0.015  -0.0096  0.001
Si  4.0387  4.1134  25.9876  0.0009  0.0006  0.0016
Si  9.6012  4.0692  26.0869  0.0124  -0.0158  0.001
Si  1.3944  6.832  25.9981  0  -0.0072  -0.0045
Si  6.7639  6.8557  26.0308  -0.0065  0.0009  0.0058
Si  4.0961  9.5404  25.9996  0.0134  -0.0054  0.0009
Si  9.4652  9.5718  26.1463  -0.0029  0.0094  0.0072
Si  2.7261  -0.0045  27.3526  0.0044  -0.0002  0.0102
Si  8.1578  -0.0136  27.5534  0.0056  0.0164  -0.0694
Si  0.0064  2.7254  27.4904  -0.0088  -0.0056  -0.0621
Si  5.4359  2.7524  27.3638  -0.0002  0.0007  0.0085
Si  2.7233  5.4737  27.4282  -0.0051  -0.0067  -0.027
Si  8.1817  5.4758  27.3624  -0.0005  0.0023  0.0069
Si  -0.0066  8.1863  27.3745  0.001  0.0006  0.0106
Si  5.4341  8.2045  27.4511  0.0049  0.0091  -0.0411
Si  4.0837  1.3716  28.7451  -0.0145  0.0099  -0.0169
Si  9.5707  1.3616  28.8384  0.0136  0.001  0.0405
Si  1.3629  4.1181  28.8103  0.0042  0.002  0.0319
Si  6.8267  4.1  28.7469  -0.0113  0.0086  -0.0183
Si  4.0888  6.8238  28.8024  0.0168  -0.0042  0.0279
Si  9.5576  6.8296  28.7543  -0.0062  -0.0046  -0.0146
Si  1.3667  9.5637  28.7455  0.0049  0.0012  -0.0184
Si  6.7858  9.5554  28.8486  -0.0286  -0.0253  0.0454
Si  0.0147  -0.0172  30.1544  -0.0135  0.0033  -0.0099
Si  5.4343  0.0212  30.1582  0.0306  0.007  -0.0172
Si  2.7331  2.735  30.1467  0.0149  0.0115  -0.0119
Si  8.192  2.7499  30.1488  -0.0111  -0.0224  -0.0107
Si  -0.0153  5.4797  30.1515  0.0125  -0.0006  -0.012
Si  5.4753  5.4629  30.1468  -0.0159  -0.007  -0.0088
Si  2.7252  8.2088  30.1443  -0.0109  -0.0113  -0.0044
Si  8.2055  8.1934  30.1538  0.0003  0.0135  -0.0125
Si  1.3673  1.3673  31.515  0.0873  -0.0199  0.0517
Si  6.8362  1.3673  31.515  -0.0563  0.1085  -0.0075
Si  4.1018  4.1018  31.515  0.0349  -0.0451  0.0032
Si  9.5708  4.1018  31.515  -0.1455  0.0445  -0.0012
Si  1.3673  6.8362  31.515  -0.0717  0.0851  -0.0317
Si  6.8362  6.8362  31.515  0.0264  -0.1088  0.0874
Si  4.1018  9.5708  31.515  -0.1354  0.0886  0.01
Si  9.5708  9.5708  31.515  0.03  -0.0696  0.0324
Si  2.7345  0  0.6835  0.0511  0.0245  0.1453
Si  8.2035  0  0.6835  -0.04  0.0326  -0.0654
Si  0  2.7345  0.6835  -0.0993  -0.0298  -0.0145
Si  5.469  2.7345  0.6835  0.1276  -0.0711  0.0605
Si  2.7345  5.469  0.6835  -0.0463  0.1479  -0.2617
Si  8.2035  5.469  0.6835  0.0143  -0.1077  0.1256
Si  0  8.2035  0.6835  0.0891  -0.0889  0.0475
Si  5.469  8.2035  0.6835  -0.0071  0.0948  -0.0476
Si  4.1284  1.3605  2.0636  -0.0116  0.0174  -0.0383
Si  9.5786  1.3486  2.0502  0.0075  -0.0219  -0.041
Si  1.3568  4.1314  2.0185  -0.0888  0.0036  -0.0978
Si  6.8479  4.0803  2.0658  -0.0235  0.0314  -0.0303
Si  4.0864  6.846  2.0311  0.0137  0.0844  -0.0983
Si  9.5716  6.8334  2.0492  0.0203  0.0121  -0.044
Si  1.3795  9.564  2.0511  -0.0221  -0.0312  -0.0391
Si  6.8378  9.5767  2.0461  0.0143  0.0008  -0.0282
Si  0.0001  -0.0325  3.3906  0.0301  0.0137  0.0659
Si  5.4971  -0.0092  3.4582  0.0112  0.0328  0.1015
Si  2.7067  2.7692  3.2921  0.111  0.0284  0.0884
Si  8.2126  2.6877  3.4359  -0.0612  -0.0111  0.12
Si  0.0102  5.4807  3.4161  0.015  -0.0137  0.1086
Si  5.4932  5.5452  3.3225  -0.0291  -0.0973  0.0689
Si  2.7604  8.2166  3.429  0.0466  0.0165  0.1123
Si  8.2144  8.2181  3.3748  -0.0141  -0.0026  0.0753
Si  1.3942  1.4018  4.644  -0.0334  -0.0472  -0.0489
Si  6.9762  1.2129  4.8811  -0.1582  0.1765  -0.2481
As  4.1053  4.1571  4.7499  0.0022  0.0044  -0.1624
Si  9.5917  4.0645  4.7666  0.0003  0.0165  -0.0643
Si  1.3796  6.8657  4.7855  -0.072  0.0513  -0.1767
Si  6.8132  6.8889  4.7247  0.064  0.0266  -0.0117
Si  4.153  9.5581  4.8535  -0.0273  0.0063  -0.0807
Si  9.5797  9.5291  4.7921  -0.0333  -0.0008  -0.0825
Si  2.7599  0.1142  6.0342  -0.0275  -0.0556  0.0079
Si  8.2504  -0.1136  6.279  0.0927  -0.0458  0.1334
Si  0.0453  2.6646  6.0644  -0.0264  -0.0182  -0.0119
As  5.6855  2.4913  6.3844  0.1397  -0.0622  0.3261
Si  2.738  5.563  6.1165  0.1034  -0.0978  0.0384
Si  8.1519  5.4579  6.0006  -0.0004  0.0539  0.0192
Si  0.0156  8.1771  6.1323  -0.0224  0.0114  0.0449
Si  5.5466  8.202  6.245  0.033  0.0246  -0.0063
Si  3.8644  1.512  7.6026  -0.1352  -0.007  0.1215
Si  9.8533  1.1248  7.4545  0.0152  -0.0349  0.0598
Si  1.6861  3.8088  7.2564  0.0619  -0.0632  0.2794
Si  6.6792  4.3931  7.479  0.0358  0.0243  0.0528
Si  4.3879  6.6016  7.4963  0.0028  -0.0121  0.1419
Si  9.3794  6.9113  7.364  -0.1433  0.0967  0.1121
Si  1.1546  9.9005  7.2713  -0.0117  0.0669  0.0749
Si  7.186  9.2002  7.676  0.0589  -0.1109  0.0588
O  8.3499  8.0634  7.9272  -0.0193  -0.0898  -0.0286
O  2.8526  2.7857  7.865  0.0408  0.0497  -0.1504
O  9.5207  1.3587  24.28  0.0037  -0.01  -0.0179
O  4.0512  6.8751  24.1223  -0.0042  -0.0079  0.004
O  0.0425  0.0019  7.9579  0.041  0.048  -0.0361
O  5.4574  5.4037  7.9635  0.0142  -0.1091  -0.0879
O  6.8457  9.5729  24.2056  0.0049  -0.0023  -0.014
O  1.3589  4.0574  24.1708  0.0109  0.0047  -0.0103
O  3.8309  7.3137  8.9078  0.0237  -0.0042  -0.0325
O  0.9638  4.3823  8.6111  0.0219  -0.0148  -0.0689
O  9.8335  6.0626  8.717  -0.0101  0.0113  -0.0639
O  2.1546  9.3668  8.463  -0.0029  0.0339  -0.0461
O  7.5066  3.9292  8.8227  -0.0524  0.062  -0.0415
O  4.2681  0.9071  9.0893  -0.0266  0.0588  -0.0248
O  6.7467  9.5415  9.2288  0.0256  -0.0224  -0.081
O  9.2074  1.8496  8.7941  0.0327  -0.0154  -0.0377
O  7.7123  3.1552  23.5132  0.0033  -0.0054  0.002
O  10.4937  5.8464  23.4438  0.007  -0.0074  -0.0005
O  5.0854  0.4338  23.4012  0.0065  -0.0034  -0.0007
O  5.8609  5.0929  23.3647  -0.0119  0.0103  0.0007
O  3.1007  2.2085  23.2792  -0.0091  0.0104  0.0065
O  2.2889  8.7286  23.2318  0.0111  -0.012  0.003
O  8.6109  7.7526  23.3971  -0.0074  0.0086  0.0091
O  0.2291  10.3564  23.5793  -0.0038  0.0025  0.0231
Si  4.3859  1.5727  22.4736  0.0047  -0.0048  -0.0015
Si  3.4919  7.9245  14.033  -0.0004  0.0066  -0.0034
Si  7.1166  0.9632  14.6652  0.0003  -0.0019  0.0009
Si  0.9387  9.3623  22.5241  -0.0038  0.0092  0.0033
Si  1.1729  4.2986  11.8703  0.0039  -0.0144  -0.0082
Si  6.2661  8.9664  15.3189  0.0013  -0.0007  0.0011
Si  0.6859  1.358  12.2995  0.0048  -0.0011  -0.0066
Si  8.6207  4.9576  20.5149  0.0039  -0.006  -0.0017
Si  0.3468  5.6856  9.3395  0.0399  -0.028  -0.0322
Si  5.1011  3.1295  17.9472  0.004  0.002  0.0067
Si  0.8854  3.749  16.7513  0.0001  -0.0028  0.002
Si  10.3986  2.8512  19.2334  0.0015  -0.0003  0.0034
Si  5.2821  1.1729  10.3729  0.0354  -0.0087  -0.0217
Si  0.8837  0.1812  19.8478  -0.0048  0.0047  0.0064
Si  6.6526  9.4463  10.8667  0.0051  0.0056  0.0028
Si  9.3367  9.6836  18.3241  -0.0013  -0.0037  0.0025
Si  9.4009  9.238  12.5685  0.0095  -0.0027  -0.0094
Si  6.5684  3.8486  22.5891  0.0054  -0.0032  0.0039
Si  2.4412  8.0571  9.366  -0.0069  -0.018  -0.0061
Si  10.5893  7.3709  17.0825  0.0052  -0.0008  0.0054
Si  2.5114  6.2953  16.5866  -0.0007  -0.0011  0.007
Si  10.1786  4.4909  14.1889  -0.0005  -0.0079  -0.0007
Si  6.1366  9.1919  18.516  0.0035  -0.004  0.0041
Si  7.9757  2.565  9.5876  -0.0369  -0.0693  -0.005
Si  8.8889  2.1394  12.4577  -0.008  0.001  -0.0116
Si  5.3388  6.2522  18.0708  -0.0012  -0.0017  0.0098
Si  3.9203  0.5645  19.4708  0.0046  0.001  -0.0008
Si  4.2659  3.8351  12.0562  -0.0095  0.0016  -0.0064
Si  5.5446  6.5921  12.1415  -0.0032  0.0062  -0.0036
Si  8.0114  2.5095  17.2218  -0.0009  -0.0036  0.0042
Si  4.3567  2.4836  14.9722  -0.0023  -0.0085  0.0047
Si  1.5419  1.2122  15.2642  0.002  -0.0012  -0.0017
Si  1.582  9.4052  12.0336  -0.003  -0.0025  -0.0093
Si  8.0537  6.8502  13.8675  0.002  0.002  0
Si  10.3816  9.8355  15.4877  0.0044  0.0011  0.0005
Si  9.8018  7.0175  22.5566  0.0035  -0.0014  -0.0007
Si  8.1075  5.4892  17.4119  0.002  0.0001  0.0024
O  6.0479  7.9451  11.2861  0.0028  -0.0058  0.0091
O  6.0182  9.2058  16.8974  0.0002  0.0001  0.0044
O  7.6832  1.3607  13.1935  0.0038  0.0003  0.0052
O  0.9086  1.7445  13.8665  0.0029  -0.0024  0.0069
O  9.4266  6.2605  16.8844  -0.002  -0.0021  -0.0059
O  6.7639  6.1983  13.1386  0.0076  -0.0006  0.0007
O  5.1308  4.6674  18.6131  0.0013  -0.0013  -0.0092
O  9.2268  2.1617  18.2767  0.0066  -0.0002  -0.004
O  2.3648  0.1069  19.0789  -0.0006  -0.0015  -0.0066
O  9.407  10.2329  16.7616  -0.0022  -0.0011  0.0017
O  2.7816  4.4363  11.7042  0.0082  -0.0044  0.0034
O  5.0637  10.3298  19.105  -0.0033  0.0036  -0.0061
O  9.4299  3.2318  13.5073  0.0054  0.0047  0.0011
O  0.4523  1.7696  19.9645  0.0037  -0.0038  -0.0087
O  3.1578  1.3578  15.0814  0.0021  0.0029  -0.0092
O  8.1622  5.3818  19.0249  0.0028  -0.0024  0.0051
O  3.8915  6.607  17.399  0.006  -0.0008  -0.0071
O  4.5785  3.286  16.3898  0.0027  0.0028  -0.0011
O  9.0612  5.6632  14.3162  0.0023  -0.0022  -0.0052
O  5.4483  2.761  22.1418  -0.0005  0.0008  -0.0082
O  10.6828  4.1592  15.6854  0.0053  -0.0019  -0.0042
O  0.3391  3.8708  18.2849  -0.0039  -0.0037  -0.0017
O  10.4234  10.5238  19.2133  0.0088  0.003  -0.0037
O  9.6487  10.019  14.0258  0.0023  0.0004  0.0004
O  10.8975  8.1303  22.0991  -0.0009  -0.0019  -0.009
O  1.1879  2.1647  16.5318  -0.0007  0.0066  -0.0041
O  9.7275  3.7551  20.4194  -0.0026  0.0042  -0.0056
O  8.1342  4.0375  16.6831  0.0015  0.0015  -0.0056
O  -0.0315  9.0941  11.9006  -0.0019  0.0013  0.0037
O  6.5851  2.4247  18.0132  -0.0015  -0.0011  -0.0079
O  5.5852  10.6991  11.2038  -0.0076  0.0188  -0.0141
O  7.7477  9.6002  18.8433  0.0003  -0.0004  -0.0086
O  10.0359  1.0153  12.0696  -0.004  0.0013  0.0009
O  1.2534  6.9999  9.0933  -0.0012  0.0074  0.0203
O  0.6182  4.7653  13.3377  -0.0044  0.0009  0.0009
O  5.7064  7.63  18.9859  0.0013  0.0011  -0.0081
O  5.2351  5.0747  11.5271  0.0037  -0.0035  -0.0059
O  2.7141  6.9864  15.1233  -0.0014  -0.0065  -0.0005
O  0.9187  2.7296  11.4623  -0.0014  0.0021  0.0105
O  0.8604  10.6861  15.5529  -0.0003  -0.0023  -0.0057
O  2.4292  8.5957  10.8966  -0.0071  0.0023  -0.0147
O  4.683  2.4176  11.2895  0.0052  0.0031  -0.0043
O  4.2314  3.5132  13.6868  0.0034  -0.0045  0.0024
O  2.2052  4.685  16.4998  0.0005  -0.0008  -0.0089
O  10.7074  8.2497  15.7017  0  -0.0048  -0.0038
O  6.9242  10.2962  14.6726  0.0006  -0.0014  -0.0046
O  2.3459  8.9432  13.4183  0.0069  -0.0046  -0.0007
O  8.0272  1.5271  15.911  0.0018  0.003  0
O  4.1309  6.987  12.8617  -0.0001  -0.0013  0.0009
O  4.1768  2.0193  18.73  -0.0029  -0.0084  -0.0038
O  7.2843  4.4242  21.2607  -0.0074  -0.0037  0.0002
O  8.4334  2.9262  11.1065  0.002  -0.0101  -0.0064
O  1.1784  6.8662  17.3664  0.0002  0  -0.0081
O  5.6541  1.5873  14.7481  -0.0014  0.0042  -0.0062
O  8.1366  9.7455  11.5906  0.0024  -0.0038  0.0053
O  9.2013  6.2923  21.2366  0.0047  0.0079  0.0014
O  8.9685  7.7072  12.8553  -0.0038  -0.0051  0.0022
O  1.6601  0.1126  11.8772  0.0007  -0.0039  0.0015
O  6.6429  6.1545  17.065  0.0002  -0.0013  -0.006
O  7.3991  7.8059  15.0362  -0.0021  -0.0012  -0.0075
O  1.2122  10.2934  21.2202  -0.001  -0.0123  0.0087
O  10.0302  8.2054  18.359  -0.0008  0.0015  -0.0049
O  3.9462  0.855  21.0834  0.0027  0.0052  0.0084
O  0.3135  5.2978  10.9071  -0.0013  0.0156  -0.0282
O  6.6991  1.5722  9.6742  0.0112  0.0098  0.0688
O  4.7781  8.7046  14.683  0.0059  -0.0007  -0.0049

Results
free energy: -144176.440 eV
free energy less fixed offsets of As -4856.12, O -568.88, Si -635.61 eV per atom: -0.090 eV

The program warned: the cutoff lies below the one the program advises for these potential files; the exchange-correlation potential is rough where the density is thin.
